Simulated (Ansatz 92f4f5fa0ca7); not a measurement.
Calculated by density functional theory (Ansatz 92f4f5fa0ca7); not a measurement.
Periodic cell of 122 atoms, Si78O44, from a study of silicon, its oxide and their interface. The atomic structure is a simulated model.

Settings: functional r2SCAN; potential files Ansatz norm-conserving; basis plane waves; wave-function cutoff 1300 eV; density cutoff ratio 4; exchange-correlation grid ratio 1; k mesh 2 x 2 x 1, shifted by 0.5 0.5 0.5 of a step; self-consistency stop 5e-08 eV per atom in the density residual; occupations Fermi-Dirac, 0.05 eV; spin none; net charge 0.

Cell vectors (angstrom)
a	10.88	0	0
b	0	10.88	0
c	0	0	17.3773

Atoms: element, x, y, z (angstrom)
Si	0.4962	0.0834	-0.3091
Si	2.8101	3.0058	0.6918
Si	0.4603	4.9607	-0.2225
Si	2.9739	7.4723	-0.2347
Si	5.5158	-0.2682	-0.3654
Si	7.8232	2.9348	-0.2895
Si	5.5215	5.4603	-0.2703
Si	7.8417	8.6374	-0.3721
Si	1.5809	1.2126	1.3124
Si	4.4015	4.4242	1.5915
Si	1.334	6.6285	1.2927
Si	4.0071	9.5054	1.1388
Si	6.5479	1.3307	1.2289
Si	9.4568	3.9372	0.8993
Si	6.875	6.9115	0.8947
Si	9.5801	9.5594	1.2296
Si	0.0779	2.6729	2.3775
Si	2.8026	-0.2557	2.673
Si	0.1575	7.9559	2.4531
Si	2.8254	5.7056	2.8203
Si	5.4814	2.6514	3.1439
Si	7.9865	0.162	2.7768
Si	5.6055	8.1187	2.5516
Si	8.1939	5.1762	2.5698
Si	1.4118	4.1349	3.9146
Si	3.9378	1.2407	4.021
Si	1.2739	9.2238	3.9362
Si	4.145	6.8442	4.1479
Si	7.0905	4.0204	4.0004
Si	9.5094	1.6536	3.8519
Si	6.8905	9.3969	4.1323
Si	9.4917	6.7859	3.7885
Si	-0.3148	-0.044	5.2114
Si	2.5042	2.6	5.2126
Si	-0.2698	5.3323	5.3701
Si	2.6145	8.0646	5.5188
Si	5.5395	0.0316	5.45
Si	8.3163	2.7485	5.6729
Si	5.6879	5.4817	5.0813
Si	8.3006	7.8912	5.4374
Si	0.9739	1.4454	6.6156
Si	4.1747	4.3033	6.5176
Si	1.0615	6.6501	6.5521
Si	4.1142	9.4661	6.4979
Si	6.8398	1.4138	6.8509
Si	9.6675	4.1272	7.0899
Si	6.6794	6.7663	6.7084
Si	9.4747	9.4155	6.8471
Si	-0.0666	2.7309	8.416
Si	2.7103	0.0165	7.8513
Si	0.1686	8.1727	7.873
Si	2.2897	5.3145	7.7405
Si	5.5435	3.1755	8.2103
Si	8.0205	-0.3395	8.2079
Si	5.0207	7.8871	7.9962
Si	8.2738	5.8333	8.573
Si	1.5123	3.9436	9.6536
Si	5.1002	1.1304	10.8246
Si	1.9608	9.105	9.028
Si	3.2877	6.9018	8.9726
Si	6.6759	5.3433	10.2452
Si	9.4445	0.9149	9.5862
Si	6.5777	9.4573	9.8906
Si	9.791	7.1667	9.5219
Si	-1.5651	9.1145	14.6529
Si	3.8475	1.803	8.9312
Si	13.1753	8.4843	12.0981
Si	-3.0499	2.653	11.3755
Si	-1.6587	0.9212	15.3506
Si	1.5149	-1.7083	14.9161
Si	2.6855	1.9158	12.5415
Si	11.6704	-5.956	14.3616
Si	3.7811	4.3782	13.5954
Si	4.4868	6.5104	11.8708
Si	0.5832	5.8956	11.8176
Si	-1.8752	9.3902	11.5307
Si	10.5469	2.3038	12.9574
Si	4.1043	12.8426	15.3667
O	-0.7073	1.0496	-0.6895
O	2.0617	-1.4428	-4.0156
O	3.5654	2.4188	-0.638
O	1.6157	3.7984	-0.2678
O	0.1731	5.6395	-1.7348
O	-0.4692	6.0145	-6.8535
O	2.2335	9.3529	-6.6952
O	2.4679	8.045	-1.8654
O	5.1987	0.5936	-1.7094
O	6.5533	-1.4315	-0.7417
O	8.1936	2.0514	-1.5568
O	6.5083	4.2559	-1.02
O	4.1438	6.3004	-0.8575
O	-1.6035	13.5538	-5.1552
O	10.8278	3.4276	-3.2315
O	2.8276	2.8542	9.6128
O	3.867	7.9017	12.3473
O	5.5379	-0.3837	10.6113
O	-1.2029	10.825	11.0434
O	5.4525	8.3093	9.6185
O	4.4963	3.5371	14.804
O	3.6853	6.0214	10.5447
O	5.7099	4.1192	9.5213
O	2.2949	4.845	14.0157
O	7.3661	4.1868	11.2433
O	8.3646	2.0111	10.0057
O	7.429	9.607	11.2162
O	9.3228	8.0622	10.8199
O	12.2727	7.1804	11.7284
O	6.3776	12.6643	11.4846
O	3.6848	0.9611	11.786
O	8.4817	-3.0743	15.4915
O	1.1451	1.9123	12.1897
O	9.3676	8.9332	13.0717
O	1.1759	-6.5362	11.2028
O	-0.7432	1.0566	13.9511
O	1.7531	-0.3973	15.9514
O	4.8242	5.711	13.3178
O	-4.9039	6.3019	11.2954
O	-0.037	5.7774	13.2945
O	-2.4667	-11.3526	15.2242
O	3.4317	3.4262	12.4307
O	10.7808	-2.0785	15.1252
O	2.969	1.5576	14.2155

Results
free energy: -29590.723 eV
free energy less fixed offsets of O -463.61, Si -117.95 eV per atom: 8.217 eV
pressure: -1.07 GPa
stress xx, yy, zz, yz, xz, xy (GPa, positive in tension): 0.1, 0.39, 2.72, -0.7, -0.76, -0.95

Forces (eV/angstrom), in the order of the atoms: element, x, y, z
Si	1.9945	-2.1114	1.2372
Si	-0.0894	0.6354	-2.4188
Si	-0.6795	0.4001	1.0773
Si	1.387	0.7881	-2.3926
Si	-0.71	1.5694	1.7244
Si	-3.996	1.3432	0.589
Si	-0.1639	-1.4651	0.1716
Si	3.3538	-3.4134	-0.7826
Si	0.0164	0.0256	1.6924
Si	-0.1848	-1.1532	1.0884
Si	1.8912	-2.0986	-2.6525
Si	1.3301	-2.2571	-1.4295
Si	0.3502	0.5915	0.1235
Si	1.4148	0.83	0.8748
Si	0.4721	-0.7709	1.69
Si	0.2962	0.4443	-0.6884
Si	-0.2164	0.5569	0.256
Si	-1.3232	0.3166	0.2356
Si	-3.2583	2.022	0.4925
Si	-0.5175	-1.7339	-1.0488
Si	-0.3247	0.5027	-3.415
Si	1.0758	-0.4227	-1.2923
Si	-1.2564	0.5753	-0.1419
Si	1.3639	2.7987	-3.3987
Si	-1.2263	0.138	-0.2979
Si	0.7798	-0.6717	1.169
Si	0.6801	1.9306	1.0925
Si	0.6769	1.9692	-0.4883
Si	-1.0421	-1.6389	2.487
Si	-0.6048	-1.4168	1.1876
Si	0.2794	0.5535	-0.3461
Si	-0.0885	-1.6489	0.4112
Si	0.817	-0.0255	0.0383
Si	0.9835	0.5981	1.3926
Si	0.5725	-0.2355	-2.2166
Si	0.2233	-0.3293	-1.4894
Si	-0.4863	-0.0092	-1.2277
Si	0.4046	0.482	-1.0573
Si	-1.0344	-0.3808	1.2441
Si	-0.869	1.622	-0.2035
Si	1.3292	-0.8824	0.6232
Si	-0.6166	-1.3501	0.0496
Si	0.7015	0.7557	-0.9081
Si	-0.4959	0.9209	1.9231
Si	0.0009	-0.0731	1.3945
Si	-2.345	0.5929	0.3653
Si	1.441	-0.1594	1.4044
Si	-0.4375	0.1214	-1.8701
Si	0.8105	-2.0932	0.4818
Si	0.096	1.1455	-0.8199
Si	-0.2804	0.9273	1.9618
Si	1.3934	-1.7239	1.4047
Si	-1.3268	-0.6215	-2.0778
Si	-0.7769	0.2656	-0.3261
Si	1.0342	0.3643	0.1141
Si	-1.9324	-0.5157	-2.287
Si	1.7245	-1.5137	-0.9722
Si	-2.9986	-1.4605	-0.0341
Si	1.2433	-1.0474	1.9525
Si	-0.6128	-0.8659	2.181
Si	0.6448	-4.0169	0.3046
Si	0.4271	-1.2292	0.463
Si	-1.9011	2.3464	0.5342
Si	0.5586	-0.3187	1.7555
Si	-3.4549	-3.8331	0.9425
Si	1.2321	-0.5758	0.3994
Si	2.9416	0.2418	-2.2132
Si	-1.3922	0.9258	-0.7783
Si	1.2016	1.7359	-0.6902
Si	0.277	1.218	0.9074
Si	2.9242	1.0536	3.2095
Si	-3.9849	-2.9167	-0.473
Si	3.1425	1.4526	2.8475
Si	1.1586	-0.3255	0.6133
Si	-3.1846	-4.1842	-3.2546
Si	-0.83	2.1529	1.5632
Si	4.5666	-0.5575	4.1631
Si	0.2721	-0.0964	-2.9337
O	-0.5344	0.1871	-2.3241
O	-1.941	-0.3202	1.3764
O	0.0833	-1.0533	1.8931
O	-0.3632	0.8022	0.3767
O	1.2059	-0.9852	2.9205
O	0.8603	-0.6396	0.2027
O	-0.9897	-0.3844	0.7378
O	0.4904	-1.5957	2.421
O	-1.9325	2.387	-0.9897
O	-1.3124	0.7145	-0.5562
O	-0.5862	0.2515	-2.0056
O	0.8119	-0.13	2.0321
O	-0.2234	0.554	0.9696
O	-4.2434	0.6269	-2.3928
O	1.9005	1.1043	-0.3661
O	-2.5218	1.7283	0.9107
O	-1.7452	1.1131	-0.3128
O	-1.4925	0.4072	-1.7466
O	0.5264	0.1345	-1.1176
O	1.5413	-0.3989	-1.9973
O	0.1994	-1.2965	-0.4843
O	-1.4518	1.0853	-1.7798
O	0.3549	1.3749	-0.2595
O	0.7073	1.1205	0.7764
O	1.1987	0.0872	0.6318
O	-0.6926	1.0233	0.0202
O	2.6504	-1.5429	1.9166
O	0.9603	-1.0047	-2.6709
O	2.2752	3.092	0.8266
O	2.7942	2.0999	2.0555
O	1.3656	-0.4289	-0.9807
O	-0.1651	4.0979	1.2661
O	-2.8993	-0.0907	0.5384
O	-0.7087	1.5007	-1.0426
O	-0.0262	2.4966	0.7362
O	-1.2534	-0.9295	1.5067
O	-2.6541	-0.1763	0.1129
O	-3.6297	-2.2618	-1.1686
O	1.442	1.0571	-0.7871
O	0.3016	0.8298	-2.5049
O	2.053	-0.3584	-0.9166
O	-0.6173	-2.2278	-2.4302
O	3.2244	1.0743	0.0252
O	0.1911	0.1014	-0.6233
